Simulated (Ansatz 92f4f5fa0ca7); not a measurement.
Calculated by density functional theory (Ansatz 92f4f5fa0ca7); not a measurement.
Periodic cell of 237 atoms, Si146O90P1, from a study of silicon, its oxide and their interface. The atomic structure is a simulated model.
Doubt: the cutoff is far below the 930 eV that the study's wrapper takes by default for these files, so forces and energies are approximate.

Settings
functional: PBE
potential files: Ansatz PAW
basis: plane waves
wave-function cutoff: 580 eV
density cutoff ratio: 5
exchange-correlation grid ratio: 1
k mesh: 1 x 1 x 1, Gamma-centred
self-consistency stop: 5e-08 eV per atom in the density residual
occupations: fixed
spin: none
net charge: +1 e, with a uniform compensating background and no finite-size correction

Cell vectors (angstrom)
a 11.6015 0 0
b 0 10.938 0
c 0 0 32.0622

Atoms and the computed forces on them: element, x, y, z (angstrom), force x, y, z (eV/angstrom)
Si -0.1925 -0.0573 23.2826 -0.0131 -0.0599 -0.1636
Si 3.6707 0.207 23.1135 -0.0417 -0.0292 -0.1936
Si 7.5543 -0.0881 23.4503 -0.0099 -0.0872 -0.1737
Si 1.6877 1.38 23.4227 -0.0023 0.0775 -0.1465
Si 5.7317 1.4152 23.1965 -0.0659 0.1226 -0.2364
Si 9.4511 1.241 23.3604 0.0151 0.073 -0.2157
Si 0.1547 5.3068 23.4799 -0.0368 -0.0754 -0.1846
Si 4.1344 5.2979 23.4212 0.0378 -0.1094 -0.153
Si 8.0385 5.6113 23.5552 -0.0128 -0.0298 -0.1479
Si 2.1613 6.5751 23.3861 -0.0285 0.1002 -0.1406
Si 5.977 6.7848 23.5057 0.0388 0.0563 -0.1438
Si 10.0074 6.8799 23.6171 0.0011 0.0824 -0.1591
Si 1.9003 2.665 25.3882 0.0283 -0.0187 0.0104
Si 5.8559 2.65 25.2631 -0.0197 -0.0377 -0.0078
Si 9.603 2.681 25.273 0.0199 -0.036 0.0077
Si 11.5843 3.9896 25.405 0.004 0.0338 0.0064
Si 3.9028 3.9566 25.3398 -0.0466 0.0272 0.0076
Si 7.7401 4.1034 25.3549 0.0228 0.0452 -0.0133
Si 1.9739 8.1539 25.1956 -0.0017 -0.0055 -0.0246
Si 5.7849 8.2044 25.3858 0.0531 0.0385 0.0133
Si 9.7163 8.2871 25.458 -0.0258 -0.0175 0.0136
Si 11.6444 9.5713 25.267 0.0081 -0.0013 -0.0053
Si 3.862 9.5953 25.0705 0.0355 -0.0022 -0.0088
Si 7.7076 9.5901 25.424 -0.1159 -0.3101 0.1421
Si 11.6421 -0.0165 27.2155 -0.0479 -0.0359 -0.0086
Si 3.8976 -0.0647 27.1182 0.0315 -0.0224 -0.0235
P 7.7466 -0.0078 27.3176 0.0484 0.0114 -0.0852
Si 1.9828 1.3191 27.2865 -0.0168 0.0859 0.0295
Si 5.8251 1.3281 27.2295 0.0249 -0.0057 -0.175
Si 9.6754 1.341 27.2405 0.0256 -0.0064 -0.1312
Si 11.5889 5.4757 27.2348 -0.0152 -0.044 0.0189
Si 3.8483 5.428 27.2103 0.0097 -0.0388 0.0136
Si 7.714 5.471 27.2724 -0.007 -0.0229 0.026
Si 1.9359 6.8243 27.1685 -0.0033 -0.0026 -0.0152
Si 5.7637 6.8023 27.2714 -0.0105 0.0408 -0.0038
Si 9.6525 6.8201 27.2967 0.0013 0.0574 -0.0069
Si 1.9458 2.7252 29.1857 -0.0459 -0.0261 -0.0157
Si 5.8097 2.7267 29.1459 -0.0038 0.0119 0.0421
Si 9.6608 2.7333 29.1688 -0.0004 -0.0086 0.0357
Si 0.0064 4.0931 29.1538 0.0345 0.0209 -0.0249
Si 3.867 4.0881 29.1581 0.0114 0.0549 -0.0071
Si 7.7303 4.1019 29.1905 0.0211 0.0328 -0.0034
Si 1.9378 8.1846 29.1108 -0.0054 -0.0193 0.0527
Si 5.7786 8.197 29.1695 0.0691 -0.0236 -0.0293
Si 9.6774 8.2084 29.2022 -0.0183 -0.0459 -0.0211
Si 0.0108 9.5611 29.151 0.0086 0.0209 0.0388
Si 3.8639 9.5624 29.1008 -0.0388 0.0261 0.0953
Si 7.7282 9.5575 29.2091 0.0008 -0.0376 0.0145
Si 0.0047 0.0019 31.0933 0.0006 -0.0385 -0.0046
Si 3.8559 0.0076 31.0573 -0.0084 -0.0606 -0.0026
Si 7.7278 0.0312 31.1092 0.0085 -0.0135 -0.0056
Si 1.9287 1.3741 31.1132 0.0047 0.0265 0.06
Si 5.7876 1.3696 31.0699 -0.0078 0.0243 0.032
Si 9.6736 1.3628 31.1018 0.0033 0.054 0.0106
Si -0.001 5.4725 31.0832 -0.01 -0.0153 0.0009
Si 3.8762 5.482 31.0839 0.0046 -0.0426 0.0345
Si 7.7377 5.4733 31.1248 0.0061 0.0157 0.011
Si 1.9356 6.8369 31.0632 0.0027 0.0305 -0.0336
Si 5.8107 6.846 31.1047 -0.0039 -0.0112 0.0686
Si 9.6674 6.8407 31.1349 0.002 0.0191 0.0571
Si 1.9307 2.756 0.9837 -0.0149 0.0103 -0.0373
Si 5.7962 2.7525 0.9257 0.0024 0.0137 0.0515
Si 9.6652 2.7393 0.9753 0.0035 -0.0066 -0.0092
Si -0.0163 4.113 0.9533 0.0179 0.0095 0.0303
Si 3.8667 4.1214 0.9652 0.0124 0.0244 0.0062
Si 7.7402 4.1134 0.9965 -0.028 -0.0163 -0.0142
Si 1.9286 8.215 0.9356 0.0012 -0.0171 0.0345
Si 5.7974 8.2301 0.958 -0.0166 -0.0019 0.024
Si 9.6678 8.2245 1.0044 0.0142 -0.0195 -0.0303
Si -0.0035 9.5919 0.9822 0.0252 -0.0079 -0.0194
Si 3.859 9.59 0.9522 -0.0109 0.017 -0.0087
Si 7.7381 9.5786 0.9686 -0.0188 -0.0224 0.0195
Si 11.6101 0.0362 2.9186 -0.0026 0.0015 0.0087
Si 3.853 0.0234 2.9069 0.016 -0.0066 0.0076
Si 7.7414 0.022 2.8921 -0.0077 0.0336 0.0001
Si 1.9331 1.4043 2.923 0.0087 0.0146 0.0148
Si 5.811 1.3653 2.8297 -0.0088 0.0057 -0.0014
Si 9.6614 1.3854 2.9216 -0.0039 0.0015 0.004
Si 11.5632 5.505 2.8661 0.0179 0.0034 -0.0078
Si 3.8791 5.4989 2.9024 -0.0167 0.0047 0.0094
Si 7.7364 5.5152 2.9177 0.0027 0.0171 0.0196
Si 1.9131 6.8242 2.8536 0.0014 0.0017 -0.0119
Si 5.8102 6.8643 2.8803 -0.0031 0.0005 0.0052
Si 9.6583 6.9019 2.9675 -0.0012 -0.0051 0.0138
Si 1.9123 2.8337 4.8195 0.0084 0.0116 -0.0016
Si 5.8361 2.7225 4.7413 0.0059 0.0157 -0.0106
Si 9.5997 2.7963 4.8329 -0.0001 0.0147 -0.0062
Si 11.5416 4.1356 4.7776 -0.0099 -0.0178 -0.0204
Si 3.9188 4.0971 4.8143 0.004 -0.0049 -0.0092
Si 7.7171 4.2029 4.8789 -0.0099 -0.0061 0.0061
Si 1.8861 8.1482 4.797 0.0087 0.0034 -0.0147
Si 5.8096 8.2607 4.7813 -0.0042 0.019 -0.0036
Si 9.6612 8.3218 4.906 -0.0002 0.021 -0.0032
Si 11.6319 9.6535 4.8823 0.006 -0.0163 -0.0048
Si 3.8175 9.485 4.7821 -0.0058 -0.0043 -0.0213
Si 7.7228 9.6784 4.8817 -0.0056 -0.037 -0.0306
Si 11.5962 0.227 6.7736 -0.0133 -0.0196 0.1254
Si 3.7508 -0.0567 6.6504 -0.0037 -0.0087 0.1432
Si 7.711 0.0526 6.9066 0.0052 -0.0229 0.1258
Si 2.0467 1.503 6.755 0.0273 0.0068 0.1173
Si 5.711 1.2721 6.6175 -0.0268 0.0191 0.0895
Si 9.6456 1.5179 6.8299 -0.0045 0.0232 0.1319
Si 11.524 5.4959 6.698 0.001 -0.0303 0.1131
Si 3.9828 5.4274 6.7833 -0.0002 -0.0189 0.107
Si 7.7361 5.6665 6.8236 -0.0149 -0.0405 0.1304
Si 1.9751 6.6389 6.6466 0.0038 0.0311 0.1375
Si 5.812 6.9748 6.7406 -0.0107 0.0219 0.1204
Si 9.7532 7.0376 6.9082 0.0111 0.0351 0.1282
O 9.9937 7.9687 8.2976 -0.0434 -0.0925 -0.1848
O 7.6589 9.9281 8.2159 0.044 0.1021 -0.1923
O 7.3998 4.7276 8.1608 0.0017 0.0827 -0.2423
O 3.3754 10.3435 8.203 -0.009 0.0642 -0.2567
O 2.041 7.5444 8.0248 0.0025 -0.0703 -0.2513
O 4.0059 4.5781 8.2383 -0.0087 0.0781 -0.1485
O 9.7783 2.4423 8.2212 -0.0307 -0.0975 -0.19
O 2.6134 2.3336 8.1189 -0.0591 -0.0451 -0.1462
O 11.3845 4.5676 8.0675 0.0409 0.093 -0.1932
O 5.362 2.3575 7.8208 0.0576 -0.0626 -0.1598
O 5.8128 7.9742 8.0837 -0.0177 -0.0898 -0.1873
O 11.3197 10.3062 8.1533 0.0329 0.1114 -0.2065
O 11.2694 10.0979 21.8035 0.0298 0.1009 0.1943
O 3.2313 10.7215 21.5354 -0.0088 0.0863 0.2995
O 5.7662 7.7624 22.1704 -0.0226 -0.1051 0.1692
O 4.2354 4.4686 21.9593 -0.0408 0.1205 0.2525
O 7.6641 9.6647 22.2533 0.0958 0.1545 0.2682
O 10.3264 7.6848 22.2005 -0.0303 -0.1368 0.235
O 1.6146 2.4004 22.1138 0.05 -0.1074 0.214
O 5.9413 2.4447 21.8845 0.0239 -0.1608 0.2826
O 8.4375 4.702 22.2197 0.0076 0.0704 0.2881
O -0.0733 4.4503 22.0495 -0.0236 0.1416 0.2521
O 2.341 7.3562 21.9392 0.0132 -0.1454 0.3363
O 9.1411 1.8956 21.8638 -0.0166 -0.097 0.3604
Si 1.9148 7.7764 9.6068 -0.0111 -0.023 0.2793
Si 5.0379 0.5791 17.6934 0.0604 0.0093 -0.2589
Si 2.4924 5.4186 14.0227 0.0225 -0.0045 -0.0289
Si 10.5678 3.8584 14.0538 -0.0147 -0.002 -0.0036
Si 8.2804 2.3845 15.2584 0.0118 0.0319 -0.1064
Si 9.5559 2.2531 20.3352 -0.0088 -0.029 -0.4122
Si 10.5052 3.645 9.0739 0.0163 0.0065 0.3027
Si 0.0314 2.3113 11.5661 0.013 -0.0376 0.155
Si 11.0195 8.1333 15.3958 0.0296 0.0015 -0.084
Si 5.1656 6.9313 13.9902 -0.0275 -0.002 0.0084
Si 5.7505 2.6126 11.1163 0.0299 -0.0195 0.1925
Si 8.5841 7.6753 19.4033 0.0253 -0.0203 -0.3478
Si 8.1208 4.8497 20.6328 0.0176 0.0405 -0.3491
Si 5.9191 9.5872 15.2059 -0.0139 -0.0402 -0.1031
Si 2.1206 7.6362 20.3565 0.0081 -0.0471 -0.3886
Si 1.9288 4.8978 18.7928 -0.0401 -0.013 -0.3381
Si 4.4932 3.443 18.0205 0.0255 0.0223 -0.3
Si 8.5033 8.9271 16.8263 0.0187 0.0416 -0.2203
Si 0.8281 9.4779 13.2986 0.0082 0.0138 0.0298
Si 9.9088 10.648 11.7194 0.0006 0.0355 0.1555
Si 5.3516 3.7158 21.0213 0.0006 0.0225 -0.4344
Si 0.5898 5.5219 16.2638 -0.0126 0.0213 -0.1791
Si 10.7827 9.1432 9.1437 -0.0004 0.0039 0.3096
Si 6.5644 8.8951 21.3148 -0.0676 -0.0387 -0.373
Si 7.1163 7.102 11.4829 -0.0041 -0.0101 0.1827
Si 2.6736 0.7309 12.2122 -0.0325 0.0182 0.1292
Si 10.8961 8.6876 21.0537 0.003 -0.0151 -0.3776
Si 6.0358 4.3202 15.6337 0.0216 0.0141 -0.1403
Si 7.0857 0.4865 12.9745 0.0119 -0.0088 0.0476
Si 4.0599 2.9722 8.5892 0.0142 -0.0144 0.275
Si 0.8801 6.7362 11.8974 -0.0234 -0.0026 0.1356
Si 6.57 9.0407 9.072 -0.0141 -0.0157 0.3012
Si 0.6687 3.2954 21.1479 0.028 0.0153 -0.3891
Si 9.8011 6.5045 12.8917 -0.0041 -0.0094 0.0466
Si 7.7129 4.5312 9.7457 -0.0262 -0.0031 0.2856
Si 3.9946 10.074 20.232 0.0075 -0.0027 -0.4121
Si 4.2617 3.0338 13.5291 -0.0366 0.0021 0.0151
Si 3.8544 10.0071 9.7328 -0.0086 0.0084 0.2885
Si 8.0567 0.782 18.0351 -0.0394 -0.0142 -0.2736
O 11.5092 3.2205 12.9009 0.0052 -0.0106 -0.0447
O 9.3376 4.4698 9.8796 0.0238 -0.0134 -0.1007
O 8.8091 3.6127 19.8552 -0.0034 0.0245 0.1289
O 4.0458 -0.0687 18.8173 -0.0514 -0.0774 0.2297
O 11.3378 4.5296 15.3133 0.0134 0.0144 0.0393
O 9.856 9.7902 10.3231 0.0258 -0.0542 -0.1628
O 3.763 1.5313 13.1335 0.0029 -0.0095 -0.0279
O 0.6473 9.0606 14.8655 -0.0087 -0.0108 0.0166
O 6.4753 0.9796 18.3853 0.0016 0.0044 0.0866
O 4.752 3.1749 19.6142 0.0508 0.0247 0.2889
O 6.2493 1.178 11.7448 -0.0192 0.0301 -0.0637
O 0.5398 8.6176 9.866 -0.0252 0.0225 -0.1057
O 5.6429 4.3117 17.2285 -0.0464 -0.0263 0.1361
O 8.4436 7.1928 12.3925 -0.0213 0.0049 -0.0446
O 4.4067 2.6312 10.1535 -0.0591 0.0225 -0.1754
O 2.0749 5.6516 15.5796 -0.0178 -0.0056 0.0592
O 3.3768 0.0616 10.9126 0.0409 -0.0476 -0.1359
O 5.8896 7.2168 12.5492 0.0256 0.0011 -0.0546
O 2.3066 6.3608 19.38 0.0052 0.1091 0.1634
O 0.6538 4.9425 17.781 0.0509 -0.0193 0.163
O 8.4122 10.684 12.3674 0.0142 -0.0064 -0.0366
O 5.4743 10.0651 9.6977 0.0237 -0.0084 -0.0954
O 0.6074 8.2057 20.2211 -0.0355 0.0172 0.1336
O 9.7731 2.6037 14.6939 -0.0137 -0.0065 0.0176
O 2.0007 10.5871 13.2193 0.0111 0.0077 -0.0271
O 9.9437 9.102 16.1103 -0.0466 0.0044 0.0689
O 6.1476 10.3555 13.7797 0.0007 -0.0029 0.0137
O 7.471 1.5962 14.0969 -0.0016 0.0045 0.0167
O 1.6526 3.9316 20.0485 -0.0661 -0.0675 0.2325
O 5.9012 5.7861 14.9178 0.0059 -0.0222 0.0322
O 7.3392 8.9463 15.7018 0.0368 -0.0052 0.0711
O 1.5081 1.6648 11.5987 -0.0117 0.0113 -0.0483
O 7.2 8.2816 10.3622 -0.0238 0.0687 -0.1553
O 4.3186 1.9864 17.292 -0.0038 0.0064 0.0808
O 7.0346 3.1576 10.2823 0.0274 0.0363 -0.0966
O 11.5431 7.0052 16.4343 0.0015 -0.0146 0.0566
O 8.2848 10.1412 17.8518 0.0005 0.0186 0.1003
O 3.2626 8.5346 10.1043 0.0038 0.0083 -0.0859
O 7.5848 3.8358 15.5178 -0.0095 -0.0008 0.0368
O 3.1387 4.3094 17.8999 -0.0146 0.0065 0.1122
O 2.9043 3.8895 13.7039 0.0056 -0.0042 -0.0019
O 1.3342 8.199 12.4439 0.0028 -0.0186 -0.0467
O 1.2083 5.6748 13.0697 -0.0089 0.0078 -0.0231
O 4.9789 8.3014 14.8628 0.0147 0.0193 0.0226
O 11.1776 2.4023 20.3256 0.027 0.0215 0.1354
O 10.9779 9.9872 12.7539 -0.0242 0.0051 -0.0428
O 5.2885 3.5721 12.3644 0.022 -0.0083 -0.0624
O 5.0869 3.1894 14.9194 0.0127 0.0066 0.0415
O 6.4907 4.8043 20.5566 -0.0218 -0.0072 0.1288
O 8.3958 1.5585 16.6503 -0.0079 -0.0461 0.1384
O 10.4074 1.2379 11.4556 0.0011 0.0092 -0.0506
O 10.8752 6.606 11.66 0.0121 0.0046 -0.0481
O 3.2678 8.6738 19.8716 -0.0022 0.006 0.1245
O 1.72 6.4312 10.5247 0.0249 0.0304 -0.122
O 7.1743 8.2093 19.9929 -0.0759 0.0638 0.223
O 8.4915 7.5893 17.7718 0.0031 -0.0494 0.2021
O 3.6759 6.4302 13.6081 -0.0005 0.0023 -0.0004
O 9.571 4.9578 13.3575 0.0002 0.0026 -0.0119
O 5.5258 10.0012 20.7706 0.0694 -0.0231 0.1654
O 10.3238 7.3717 14.1484 0.0025 0.0061 0.0132
O 8.7875 6.1712 19.9776 -0.0224 -0.0517 0.1406
O 7.0669 5.7052 10.6568 0.0148 -0.0499 -0.1032
O 5.2643 10.5448 16.379 -0.0257 0.0541 0.1199
O 9.0537 1.1538 19.2592 0.0795 0.0756 0.2114
O 11.5733 3.1629 10.1869 -0.0412 0.0483 -0.1551
O 9.7483 8.712 19.8969 0.0725 0.0245 0.1828

Results
free energy: -144757.669 eV
free energy less fixed offsets of O -568.88, P -755.39, Si -635.61 eV per atom: -4.019 eV

The program warned: the cutoff lies below the one the program advises for these potential files; the forces do not sum to zero within the program's tolerance; the exchange-correlation potential is rough where the density is thin.
